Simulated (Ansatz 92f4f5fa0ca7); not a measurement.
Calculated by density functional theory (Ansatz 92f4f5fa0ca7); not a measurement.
Periodic cell of 223 atoms, Si132O90As1, from a study of silicon, its oxide and their interface. The atomic structure is a simulated model.
Doubt: the cutoff is far below the 930 eV that the study's wrapper takes by default for these files, so forces and energies are approximate.
This geometry differs little from another in the collection (a relaxation step or a small displacement).

Settings
functional: PBE
potential files: Ansatz PAW
basis: plane waves
wave-function cutoff: 580 eV
density cutoff ratio: 5
exchange-correlation grid ratio: 1
k mesh: 1 x 1 x 1, Gamma-centred
self-consistency stop: 5e-08 eV per atom in the density residual
occupations: fixed
spin: none
net charge: +1 e, with a uniform compensating background and no finite-size correction

Cell vectors (angstrom)
a	10.938	0	0
b	0	10.938	0
c	0	0	32.1988

Atoms and the computed forces on them: element, x, y, z (angstrom), force x, y, z (eV/angstrom)
Si	10.5811	0.2245	24.8588	-0.0012	-0.0015	-0.0025
Si	5.7335	10.6827	24.737	0.0017	0.0006	-0.0071
Si	2.4754	2.918	24.6324	0.0001	0.0016	-0.0064
Si	8.4209	2.4662	24.8186	-0.0023	-0.0004	-0.0073
Si	0.2704	5.1708	24.7486	0.0025	-0.0004	-0.0062
Si	5.1501	5.7497	24.6833	-0.0044	0.0017	-0.0054
Si	2.9296	8.0107	24.5907	-0.0002	-0.0034	-0.0032
Si	7.9372	8.4398	24.7249	0.002	0.0011	-0.0051
Si	1.3251	1.384	26.0267	0.0034	-0.0012	0.0012
Si	6.8433	1.3107	26.1169	-0.0027	0.0024	0.0038
Si	4.0401	4.1066	25.9826	0	-0.0005	0.006
Si	9.6046	4.0607	26.0778	-0.0028	0.0037	0.0029
Si	1.3944	6.8298	25.995	0.0001	0.002	0.0057
Si	6.7649	6.855	26.0166	0.0028	-0.0003	0.0028
Si	4.0992	9.5361	25.9923	-0.0017	0.0016	0.0033
Si	9.4585	9.5728	26.1457	0.0014	-0.0028	0.0024
Si	2.724	-0.0048	27.3354	0	-0.0011	-0.0055
Si	8.1551	-0.0182	27.5566	-0.0032	-0.0019	0.0149
Si	0.0071	2.7171	27.4791	0.0011	0.0016	0.0147
Si	5.4369	2.7463	27.3577	0	-0.001	-0.0056
Si	2.7246	5.4677	27.4238	0.0007	0.0024	0.004
Si	8.1818	5.4738	27.3437	0.0002	-0.002	-0.0052
Si	-0.0102	8.1848	27.3657	0.0007	-0.0019	-0.0054
Si	5.4376	8.2005	27.4409	-0.0043	-0.0034	0.0089
Si	4.0761	1.3671	28.734	0.0014	-0.0004	0.0045
Si	9.5762	1.3569	28.8422	-0.0008	-0.0016	-0.0095
Si	1.3631	4.1082	28.808	-0.0015	-0.0051	-0.0094
Si	6.8256	4.1057	28.7312	0.0001	-0.0001	0.0057
Si	4.0957	6.8195	28.7997	0.0003	0.0001	-0.0088
Si	9.5514	6.8255	28.7392	0.0005	0.0017	0.0044
Si	1.3635	9.5681	28.7268	-0.0017	0.0002	0.0056
Si	6.7803	9.5447	28.8573	0.0063	0.0038	-0.0109
Si	0.0211	-0.0232	30.1571	-0.0005	0.0019	0.001
Si	5.4208	0.0147	30.1567	-0.0019	-0.0006	0.0016
Si	2.7366	2.7275	30.1465	-0.002	0.0028	0.0015
Si	8.1887	2.7537	30.1358	0.0015	-0.0014	0.0004
Si	-0.0256	5.472	30.1352	0.0002	0.0002	0.0013
Si	5.4812	5.4573	30.1466	-0.0016	0.0008	0.0006
Si	2.7189	8.212	30.1224	0.0016	-0.0013	-0.0004
Si	8.2034	8.178	30.1561	-0.0025	-0.0008	0.0018
Si	1.3772	1.3576	31.5264	0.0011	-0.0057	-0.0007
Si	6.8214	1.382	31.4898	-0.0014	0.0027	-0.0002
Si	4.1112	4.0922	31.5126	0.0016	-0.0019	-0.0003
Si	9.5606	4.1049	31.5144	-0.003	0.0014	0.0007
Si	1.3528	6.8452	31.4789	-0.0016	0.0012	0.0001
Si	6.8454	6.8167	31.5337	0.0039	-0.0001	-0.0002
Si	4.0726	9.5702	31.5193	-0.001	0.0013	0.0006
Si	9.5789	9.5526	31.5137	0.0048	-0.0023	-0.0007
Si	2.736	-0.004	0.7152	-0.0008	0.0027	0.0012
Si	8.1949	0.0096	0.6439	0.0003	-0.0002	0.0018
Si	-0.0021	2.7364	0.6802	0.0015	0.0011	0.0021
Si	5.481	2.7318	0.6895	-0.0004	-0.0011	0.0024
Si	2.7319	5.4922	0.6452	-0.0005	0.0007	-0.0004
Si	8.2146	5.4549	0.713	0	-0.0016	0.0016
Si	0.0117	8.1865	0.6822	-0.0043	-0.0002	0.0019
Si	5.4635	8.2062	0.6782	0.0006	0.0013	0.0027
Si	4.127	1.3698	2.0645	0.0036	-0.0038	-0.004
Si	9.5559	1.3548	2.0318	-0.0007	-0.0041	-0.001
Si	1.3777	4.1322	2.017	0.0001	0.0002	-0.005
Si	6.841	4.0871	2.0733	-0.0008	-0.0034	-0.0035
Si	4.1019	6.8308	2.0459	-0.001	-0.0009	-0.0001
Si	9.594	6.8315	2.0622	0.0051	0.0046	-0.0039
Si	1.3801	9.5343	2.0607	-0.0018	-0.0022	0
Si	6.83	9.6027	2.0265	0.0012	-0.0001	-0.0085
Si	-0.0046	-0.0187	3.3715	0.0152	0.0142	0.008
Si	5.4875	0	3.4631	-0.0061	0.0043	-0.0014
Si	2.7754	2.7961	3.3639	-0.0092	-0.0121	0.0138
Si	8.2079	2.7062	3.4424	0.0039	0.0131	-0.0126
Si	0.0361	5.4747	3.4356	-0.0062	-0.0017	-0.0035
Si	5.4716	5.4672	3.4148	0.0016	-0.001	-0.0007
Si	2.7738	8.2016	3.4533	-0.0023	-0.003	-0.0082
Si	8.1913	8.2256	3.3625	-0.0054	-0.0074	0.0045
Si	1.3994	1.386	4.6268	0.003	-0.0027	-0.0202
Si	6.8038	1.3998	4.8685	-0.0048	-0.0146	0.0086
Si	4.1541	4.0853	4.8162	-0.0025	0.0018	-0.0093
Si	9.5751	4.095	4.7641	0.0009	-0.004	-0.0004
Si	1.4287	6.8205	4.8211	0.0026	0.0022	0.0044
Si	6.8328	6.8845	4.7302	-0.0016	0.0059	-0.0139
Si	4.1288	9.5866	4.8511	0.0028	0.0046	0.0063
Si	9.5948	9.5144	4.7448	-0.0052	0.0024	0.0045
Si	2.7428	0.1151	6.0736	-0.0058	-0.0055	-0.0126
As	8.1957	-0.0654	6.2571	0.0087	0.0019	-0.015
Si	0.0357	2.679	6.0205	0.001	0.0059	-0.0066
Si	5.463	2.7309	6.3282	0.0067	-0.0034	-0.0141
Si	2.8155	5.4698	6.2023	-0.0057	0.0045	-0.0074
Si	8.1731	5.4825	6.0537	0.008	-0.0056	-0.0064
Si	0.0249	8.1703	6.1571	0.0047	0.0074	-0.0108
Si	5.5089	8.2044	6.2182	0.0061	0.018	0.0048
Si	3.8186	1.5693	7.6313	-0.0088	-0.011	0.035
Si	9.8828	1.175	7.4652	0.0205	-0.0204	-0.0138
Si	1.6155	3.7979	7.3279	-0.0125	-0.0034	0.0023
Si	6.6562	4.422	7.4969	0.012	0.0006	0.0302
Si	4.4032	6.6279	7.5679	-0.0057	0.0165	0.011
Si	9.3791	6.9471	7.4105	0.0112	-0.0189	0.0156
Si	1.1433	9.9012	7.2924	0.0002	0.0054	-0.0281
Si	7.1032	9.1579	7.709	-0.0288	-0.0224	-0.0042
O	8.3447	8.1309	7.8809	0.0018	0.0044	0.0075
O	2.694	2.7312	7.9748	0.0182	0.0001	0.0026
O	9.5169	1.3513	24.266	0.0015	0.0001	0.0013
O	4.0455	6.8657	24.1279	0.002	-0.0001	-0.0025
O	-0.0041	-0.0019	7.9294	-0.0132	0.0115	0.0258
O	5.5398	5.5221	8.0524	0.0052	-0.0147	-0.0096
O	6.8458	9.5737	24.1985	0.0004	-0.0014	0.0014
O	1.3664	4.0641	24.1681	0.0009	-0.0025	0.0002
O	3.8737	7.4149	8.9352	0.0094	-0.0079	0.002
O	0.7419	4.3632	8.5822	-0.0012	0.0009	0.0037
O	9.8133	6.2156	8.825	-0.0055	0.002	-0.0062
O	2.0866	9.3737	8.5154	0.0164	-0.0002	0.0146
O	7.5303	3.9283	8.8045	-0.0047	-0.0027	-0.0077
O	4.2477	0.9146	9.0904	0.001	0.0016	-0.0203
O	6.7351	9.5531	9.2389	-0.0037	0.0154	0.0012
O	9.164	1.8183	8.7747	-0.0222	0.0162	0.0201
O	7.6997	3.1523	23.5198	0.0006	-0.0006	0.0015
O	10.49	5.8473	23.4457	0.0004	0.0002	0.0025
O	5.0842	0.4414	23.4061	0.0001	-0.0005	0.0028
O	5.8569	5.0908	23.3571	0.0009	-0.0006	0.0028
O	3.0993	2.208	23.2732	-0.0006	0	0.0027
O	2.294	8.7235	23.2276	0.0011	-0.0008	0.0035
O	8.6216	7.7605	23.392	-0.0006	-0.0001	0.0014
O	0.2246	10.3237	23.5952	0.0004	-0.0009	-0.0015
Si	4.3847	1.5713	22.464	0.0001	0.0001	-0.0008
Si	3.493	7.9261	14.0437	-0.0011	0.0012	0.0008
Si	7.1186	0.9589	14.6689	-0.0012	0.0012	0.002
Si	0.9412	9.3552	22.5179	-0.0008	-0.0002	-0.0005
Si	1.1875	4.3041	11.8937	-0.0022	0.0057	0.0001
Si	6.2703	8.965	15.3276	0.0009	-0.0011	0.0012
Si	0.6915	1.3639	12.3048	-0.0006	-0.0006	0.0026
Si	8.6249	4.9513	20.5088	-0.0008	0.0016	-0.0022
Si	0.3206	5.7096	9.3748	0.0024	-0.0003	-0.0039
Si	5.1035	3.1214	17.9489	0	0.0005	-0.0031
Si	0.8878	3.7421	16.7527	-0.0016	-0.0005	0.0004
Si	10.4028	2.8476	19.232	-0.0002	0.0013	-0.0037
Si	5.2663	1.1867	10.3682	0.0039	0.0001	0.0028
Si	0.8857	0.1779	19.848	0.0002	-0.0008	-0.0016
Si	6.649	9.4608	10.8986	-0.001	0.0019	0.0075
Si	9.3376	9.6764	18.332	0.0005	0.0004	-0.003
Si	9.3964	9.2472	12.5855	-0.0011	-0.0003	0.001
Si	6.5659	3.8455	22.5799	0.0009	-0.0006	-0.0014
Si	2.4377	8.0603	9.3953	-0.0073	-0.0058	-0.0021
Si	10.5888	7.3653	17.0814	0.0004	0.0008	-0.0006
Si	2.5117	6.2893	16.5866	-0.0007	0.0004	-0.0014
Si	10.1829	4.4898	14.1956	0.001	0.0008	0.0026
Si	6.139	9.1845	18.522	0.0002	0.0006	-0.005
Si	7.95	2.5653	9.5897	0.0034	0.0008	-0.0051
Si	8.8926	2.1334	12.4605	0.0006	0.0015	0.0025
Si	5.3402	6.2444	18.0698	-0.0006	-0.0006	-0.0021
Si	3.9214	0.5546	19.4677	-0.0003	0.0024	-0.0003
Si	4.2749	3.8485	12.0644	0.001	-0.0009	0.0024
Si	5.5451	6.6005	12.155	0.0006	0.0028	0.0024
Si	8.0137	2.5055	17.2226	0.0002	-0.0009	-0.0003
Si	4.3602	2.481	14.9727	0.0001	0.0008	0.001
Si	1.5466	1.2084	15.2674	-0.0016	0.0009	0.0013
Si	1.572	9.4109	12.0601	0.0022	-0.0047	0.0013
Si	8.0571	6.8538	13.8772	0.0003	-0.0012	0.0039
Si	10.383	9.836	15.4988	0.0008	0.0022	-0.0008
Si	9.8058	7.0159	22.5456	-0.0008	-0.0006	-0.0011
Si	8.1081	5.4835	17.4078	0.0008	-0.0002	0.001
O	6.0492	7.9607	11.2956	-0.0013	-0.0055	-0.0018
O	6.0221	9.209	16.9023	-0.0003	0.0005	0.0029
O	7.6937	1.3525	13.1959	-0.0043	-0.0027	0.0011
O	0.9035	1.7435	13.8713	0.002	-0.0002	0.0016
O	9.4285	6.2526	16.8778	-0.0006	0.0002	-0.0007
O	6.7643	6.2052	13.1468	0.0027	-0.0002	-0.0011
O	5.1336	4.6595	18.6119	0.0001	0.0009	0.0014
O	9.2317	2.1594	18.2742	0.0003	0.0002	0.0011
O	2.3656	0.0954	19.0798	0.0004	-0.0001	0.0005
O	9.4103	10.2335	16.7709	-0.0013	0.0001	0.0016
O	2.7919	4.4455	11.7003	-0.0003	-0.0005	-0.0021
O	5.0648	10.3211	19.1091	0	-0.0003	0.0013
O	9.4352	3.2466	13.4814	0.0008	0.0023	-0.0024
O	0.4572	1.7659	19.9607	0.0002	-0.0003	0.0024
O	3.1603	1.3558	15.066	0.0003	-0.0001	-0.0025
O	8.1659	5.3745	19.0207	-0.0007	0.0003	0.0003
O	3.8939	6.5979	17.3941	0.0022	0.0004	0.001
O	4.5799	3.2778	16.3901	0.001	0.0014	0.0026
O	9.0723	5.6685	14.3095	0	0.0005	-0.0033
O	5.4451	2.7602	22.1343	-0.0004	-0.0002	0.0017
O	10.6755	4.1358	15.6876	0.0018	-0.0005	0.0022
O	0.343	3.8686	18.285	-0.0002	0.0003	0.0024
O	10.4263	10.5131	19.2223	-0.0001	0.0001	0.0017
O	9.6455	10.0286	14.0354	0.0018	0.0013	0.003
O	10.908	8.1201	22.0868	0.0007	0.0007	0.002
O	1.199	2.1589	16.5358	-0.0003	0.0011	0.0003
O	9.732	3.7506	20.4198	0.0007	-0.0008	0.0022
O	8.1318	4.0319	16.6777	-0.0007	0.0007	-0.001
O	-0.0392	9.1023	11.9121	-0.0009	0.0019	-0.002
O	6.5872	2.4161	18.0118	-0.0008	0.0003	0.0007
O	5.5853	10.72	11.2004	-0.0031	0.0024	0.0005
O	7.7494	9.5922	18.8497	-0.0004	0.0003	0.0017
O	10.0433	1.0203	12.0565	0.0004	0.0009	-0.0029
O	1.3486	6.9159	9.049	-0.003	0.0026	0.0016
O	0.6331	4.7659	13.3573	-0.0018	0.0002	0.001
O	5.7077	7.6218	18.9842	-0.0001	0.0004	0.0026
O	5.2422	5.0867	11.5261	0	0.0021	-0.0031
O	2.7136	6.9813	15.1214	-0.0014	-0.0026	0.0022
O	0.9265	2.7401	11.469	0.0004	-0.0009	-0.0016
O	0.8645	10.6822	15.5509	-0.0007	-0.0006	-0.0016
O	2.3959	8.571	10.9232	-0.0013	0.0036	0.0035
O	4.6932	2.4373	11.2792	-0.0014	0.0007	-0.001
O	4.2368	3.5173	13.6864	0.0002	-0.0028	0.0026
O	2.202	4.6805	16.4878	0.0006	0.0005	-0.0012
O	10.7034	8.248	15.7002	-0.0004	-0.0012	-0.0006
O	6.9216	10.2924	14.6671	-0.0006	-0.0006	-0.003
O	2.349	8.9538	13.4335	0.0025	-0.0008	-0.0003
O	8.0301	1.5223	15.9103	0.0008	0.0022	0.0007
O	4.1264	6.9971	12.858	-0.0018	0.0015	-0.0016
O	4.1781	2.0093	18.7281	-0.0003	-0.0005	0.0012
O	7.2891	4.4188	21.2588	0.0016	0.0007	0.0003
O	8.4185	2.9028	11.0988	0.0007	-0.0013	-0.0012
O	1.1784	6.8618	17.3622	-0.0007	0.0006	0.0003
O	5.6586	1.5907	14.7314	0.0009	0.0004	-0.0035
O	8.1367	9.7633	11.5919	0.0051	-0.0017	-0.0002
O	9.2001	6.288	21.2339	-0.0008	-0.0016	-0.0001
O	8.9533	7.7177	12.8516	-0.0011	-0.0009	-0.0017
O	1.6623	0.1148	11.8767	-0.001	0.0013	-0.0023
O	6.6437	6.149	17.062	-0.001	0.0004	-0.0006
O	7.4072	7.807	15.046	-0.002	0.0031	-0.001
O	1.213	10.3032	21.2314	0.0002	0.0019	-0.0013
O	10.0286	8.1973	18.3582	-0.0004	0.0005	0.0019
O	3.9456	0.8463	21.0826	-0.0006	-0.0015	-0.001
O	0.3382	5.3236	10.9338	0.0016	-0.0015	0.0035
O	6.6688	1.5803	9.623	0.0013	0.0013	-0.0028
O	4.7853	8.6979	14.6856	0.0027	0.0016	-0.0016

Results
free energy: -139961.750 eV
free energy less fixed offsets of As -4856.12, O -568.88, Si -635.61 eV per atom: -5.910 eV

The program warned: the cutoff lies below the one the program advises for these potential files; the exchange-correlation potential is rough where the density is thin.
